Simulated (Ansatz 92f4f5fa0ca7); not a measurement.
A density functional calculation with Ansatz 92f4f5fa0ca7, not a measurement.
Periodic cell of 237 atoms, Si146O90P1, from a study of silicon, its oxide and their interface. The atomic structure is a simulated model.
Doubt: the cutoff is far below the 930 eV that the study's wrapper takes by default for these files, so forces and energies are approximate.
This geometry differs little from another in the collection (a relaxation step or a small displacement).

Settings
functional: PBE
potential files: Ansatz PAW
basis: plane waves
wave-function cutoff: 580 eV
density cutoff ratio: 5
exchange-correlation grid ratio: 1
k mesh: 1 x 1 x 1, Gamma-centred
self-consistency stop: 5e-08 eV per atom in the density residual
occupations: fixed
spin: none
net charge: +1 e, with a uniform compensating background and no finite-size correction

Cell vectors (angstrom)
a, 11.6015, 0, 0
b, 0, 10.938, 0
c, 0, 0, 32.0622

Atoms and the computed forces on them: element, x, y, z (angstrom), force x, y, z (eV/angstrom)
Si, -0.196, -0.0691, 23.2679, 0.0084, -0.0174, -0.0167
Si, 3.6961, 0.1962, 23.1102, -0.0338, 0.0256, -0.0004
Si, 7.5587, -0.1102, 23.4291, -0.0044, -0.0064, 0.0168
Si, 1.7018, 1.3619, 23.4084, 0.014, -0.0331, 0.002
Si, 5.7411, 1.4321, 23.1872, 0.037, -0.0108, -0.0006
Si, 9.456, 1.2483, 23.3514, -0.0418, -0.0348, -0.0271
Si, 0.1759, 5.314, 23.443, -0.0528, 0.0072, 0.0018
Si, 4.1185, 5.301, 23.3882, 0.0114, -0.0001, -0.0127
Si, 8.0277, 5.5975, 23.5911, -0.0208, 0.0117, 0.014
Si, 2.1629, 6.6018, 23.3581, 0.0165, 0.0135, -0.0042
Si, 5.9672, 6.757, 23.5154, 0.0038, 0.0113, 0.009
Si, 9.9968, 6.8434, 23.6461, 0.0374, 0.0133, -0.0058
Si, 1.9034, 2.6551, 25.3783, -0.0162, -0.0026, 0.0081
Si, 5.8278, 2.6536, 25.2576, -0.0192, -0.0007, -0.0058
Si, 9.6424, 2.6765, 25.2672, 0.0116, 0.0172, 0.0089
Si, 11.6036, 4.0088, 25.3754, 0.0077, 0.0099, -0.0037
Si, 3.8874, 3.9705, 25.3116, 0.0167, 0.0062, 0.0099
Si, 7.745, 4.0649, 25.3548, 0.0082, -0.0021, -0.0006
Si, 1.9776, 8.157, 25.1864, -0.009, 0.0071, -0.0005
Si, 5.7788, 8.1815, 25.3734, 0.0142, 0.0069, -0.0087
Si, 9.7224, 8.2768, 25.4473, -0.0203, -0.0017, -0.0155
Si, 11.6455, 9.5749, 25.2662, 0.0113, -0.0027, -0.0081
Si, 3.8698, 9.5959, 25.0772, 0.0168, -0.0144, -0.0084
Si, 7.6983, 9.5302, 25.3903, 0.0046, 0.0086, -0.0137
Si, 11.6571, -0.0054, 27.2182, 0.0013, -0.0099, -0.001
Si, 3.9044, -0.0498, 27.1259, -0.007, -0.0036, 0.0079
Si, 7.7657, -0.0185, 27.2843, -0.0051, -0.007, -0.0076
Si, 1.9902, 1.319, 27.2904, 0.0017, -0.0015, -0.0045
Si, 5.8328, 1.319, 27.2038, 0.0083, 0.0052, 0.0092
Si, 9.7024, 1.33, 27.2162, -0.0064, 0.0045, 0.0032
Si, 11.5956, 5.4709, 27.2334, 0.0036, -0.0026, -0.008
Si, 3.8499, 5.423, 27.209, -0.0005, -0.0029, -0.0079
Si, 7.7217, 5.4632, 27.2644, -0.0028, -0.0094, 0.0082
Si, 1.9404, 6.8248, 27.1684, 0.0027, 0.0144, 0.0058
Si, 5.768, 6.7963, 27.2748, -0.0155, 0.0107, 0.0014
Si, 9.6602, 6.82, 27.2971, 0.0124, 0.0068, 0.0084
Si, 1.949, 2.728, 29.1911, 0.0149, -0.0016, 0.0011
Si, 5.8022, 2.7254, 29.1269, -0.0019, -0.0063, -0.0117
Si, 9.6837, 2.7289, 29.1477, 0.0097, 0.0045, -0.0175
Si, 0.0164, 4.0983, 29.1618, -0.0086, 0.0016, 0.0059
Si, 3.8718, 4.0956, 29.169, -0.0107, -0.006, 0.0024
Si, 7.7404, 4.0892, 29.1835, -0.005, 0.0045, 0.0118
Si, 1.9451, 8.187, 29.1204, -0.0021, -0.0024, -0.0087
Si, 5.8009, 8.1843, 29.1871, -0.0123, -0.0105, 0.0118
Si, 9.6774, 8.1931, 29.2183, -0.0095, -0.0074, 0.0149
Si, 0.0119, 9.5547, 29.1526, 0.0033, 0.0035, -0.0034
Si, 3.8772, 9.5566, 29.1117, 0.0092, -0.0086, -0.0171
Si, 7.7394, 9.5454, 29.2023, 0.0083, 0.0101, 0.0093
Si, 0.0067, 0.0019, 31.0924, -0.0006, -0.0008, 0.0005
Si, 3.8657, 0.0054, 31.0628, -0.0005, 0.0112, 0.0009
Si, 7.7345, 0.0097, 31.1106, -0.0024, -0.0111, -0.0046
Si, 1.935, 1.3712, 31.1214, -0.0023, -0.0005, -0.0063
Si, 5.7999, 1.3703, 31.065, 0.0032, 0.0045, 0.0033
Si, 9.673, 1.365, 31.0913, -0.0027, -0.0073, 0.0061
Si, 0.014, 5.4705, 31.0948, 0.0004, 0.0019, 0.0004
Si, 3.8749, 5.4772, 31.1017, 0.0023, 0.0088, -0.0071
Si, 7.7453, 5.4673, 31.1234, -0.0021, -0.0006, -0.0015
Si, 1.9433, 6.8421, 31.0735, 0, -0.0044, 0.0023
Si, 5.8097, 6.8326, 31.1209, -0.0005, 0.0068, -0.003
Si, 9.6819, 6.8291, 31.1472, 0.002, 0.0013, -0.0033
Si, 1.9353, 2.7537, 0.9901, 0.0047, -0.0034, 0.0091
Si, 5.8001, 2.7513, 0.9297, -0.008, -0.007, -0.0072
Si, 9.6703, 2.7371, 0.9702, 0.0024, 0.0022, 0.0045
Si, -0.007, 4.1096, 0.9632, -0.0111, 0.0037, -0.0085
Si, 3.8694, 4.1187, 0.9789, 0.0017, -0.0018, 0.0011
Si, 7.7426, 4.1102, 0.9983, 0.0077, 0.0102, 0.0024
Si, 1.9349, 8.2197, 0.9464, -0.0002, 0.0007, -0.0112
Si, 5.8004, 8.2317, 0.969, 0.004, -0.0066, -0.0065
Si, 9.6726, 8.2257, 1.0073, -0.0048, -0.0025, 0.0058
Si, 0.0031, 9.5931, 0.9828, -0.0044, 0.0073, 0.0091
Si, 3.8636, 9.5944, 0.9599, 0.0008, -0.0024, 0.007
Si, 7.7405, 9.5838, 0.9843, 0.002, 0.0064, 0.0026
Si, 11.6133, 0.0398, 2.9225, -0.0009, -0.0053, -0.0057
Si, 3.8594, 0.0269, 2.9161, -0.0037, 0.0019, -0.0054
Si, 7.743, 0.0285, 2.904, 0.0015, -0.0049, -0.0025
Si, 1.9385, 1.4061, 2.9317, -0.0007, 0.0002, -0.0026
Si, 5.8135, 1.3712, 2.8365, 0.0028, 0.0014, -0.0003
Si, 9.6641, 1.3898, 2.9234, -0.0009, 0.0001, -0.0018
Si, 11.5695, 5.5084, 2.8705, -0.0058, -0.0047, 0.0006
Si, 3.8799, 5.5032, 2.9125, 0.0045, -0.0035, -0.0028
Si, 7.7406, 5.5195, 2.9222, -0.0006, -0.0114, -0.0037
Si, 1.917, 6.8278, 2.8595, 0.0006, 0.004, 0.0052
Si, 5.8122, 6.8661, 2.8896, 0.0004, 0.0079, 0.0025
Si, 9.6636, 6.9045, 2.9731, 0.0008, 0.0101, -0.0036
Si, 1.916, 2.8388, 4.8263, -0.0031, -0.0032, 0.002
Si, 5.8374, 2.732, 4.7454, -0.0012, -0.0016, 0.0035
Si, 9.6005, 2.8014, 4.836, -0.0039, -0.0032, -0.0009
Si, 11.5431, 4.1377, 4.7806, 0.0051, 0.0042, 0.0079
Si, 3.92, 4.1058, 4.8262, -0.0032, 0.0008, 0.002
Si, 7.7186, 4.2104, 4.8871, 0.0033, 0.0033, 0.0003
Si, 1.8904, 8.1528, 4.8023, 0.0011, -0.0006, 0.0035
Si, 5.8109, 8.264, 4.7903, -0.0008, -0.0048, 0.004
Si, 9.6632, 8.3286, 4.9113, 0.0009, -0.0057, 0.0031
Si, 11.6356, 9.6575, 4.8866, -0.0012, 0.0038, 0.0053
Si, 3.8205, 9.4904, 4.7907, 0.0046, 0.0009, 0.0055
Si, 7.7235, 9.6822, 4.8898, 0.0022, 0.0044, -0.0006
Si, 11.5987, 0.2348, 6.7774, -0.0021, -0.0114, -0.0002
Si, 3.7553, -0.0493, 6.6599, -0.0051, -0.0081, 0.0015
Si, 7.7113, 0.063, 6.9116, -0.0068, -0.0092, 0.0008
Si, 2.0487, 1.5066, 6.7603, -0.0006, 0.0061, 0.0021
Si, 5.7117, 1.2815, 6.6218, 0.0097, 0.0079, 0.0013
Si, 9.6464, 1.5221, 6.8336, 0.0035, 0.0078, 0.0024
Si, 11.525, 5.5035, 6.6986, -0.0034, -0.0113, -0.0023
Si, 3.9805, 5.4375, 6.7968, 0.0059, -0.0041, 0.007
Si, 7.7382, 5.675, 6.8334, -0.0018, -0.0062, 0.0056
Si, 1.9733, 6.6466, 6.6551, -0.0051, 0.0085, 0.0044
Si, 5.8108, 6.9789, 6.7507, 0.0001, 0.007, -0.002
Si, 9.7541, 7.0439, 6.913, 0.0067, 0.0101, -0.0005
O, 9.9982, 7.9755, 8.3024, 0.0002, -0.0012, -0.0036
O, 7.6536, 9.9434, 8.2243, 0.0002, 0.0005, -0.0049
O, 7.409, 4.7351, 8.1718, -0.0017, 0.0019, -0.0073
O, 3.3798, 10.3526, 8.2136, 0.0008, -0.0013, -0.0065
O, 2.0161, 7.5565, 8.0322, -0.0005, -0.0025, -0.0064
O, 4.003, 4.5888, 8.2526, -0.0012, 0.0005, -0.0108
O, 9.7815, 2.451, 8.2218, -0.0006, 0.0009, -0.0043
O, 2.6131, 2.3418, 8.1221, 0.0043, 0.0011, -0.0071
O, 11.385, 4.5814, 8.0723, -0.0033, -0.0039, -0.0044
O, 5.3637, 2.3742, 7.8195, -0.005, 0.0014, -0.0097
O, 5.8082, 7.9873, 8.0875, 0.0006, -0.001, -0.0061
O, 11.3285, 10.3119, 8.1575, 0.0026, -0.0034, -0.002
O, 11.2415, 10.02, 21.7964, -0.0015, -0.003, -0.0049
O, 3.2992, 10.6967, 21.524, 0.0029, -0.0009, 0.0071
O, 5.8195, 7.7249, 22.1454, -0.0048, 0.0011, -0.0205
O, 4.2505, 4.4941, 21.9124, -0.0131, 0.0054, 0.009
O, 7.6557, 9.7305, 22.123, -0.0163, 0.0049, -0.0139
O, 10.154, 7.6239, 22.1625, -0.007, 0.002, -0.0075
O, 1.645, 2.3951, 22.1072, -0.0055, 0.0095, 0.0007
O, 5.9612, 2.4657, 21.8685, -0.0156, 0.0106, -0.0093
O, 8.4729, 4.8016, 22.1835, -0.0066, -0.0007, -0.0354
O, -0.0577, 4.446, 22.0166, 0.0166, -0.0038, -0.0001
O, 2.3438, 7.4169, 21.9183, -0.0031, -0.0031, -0.0094
O, 9.1296, 1.9582, 21.8731, 0.0152, -0.0034, -0.0001
Si, 1.9046, 7.7863, 9.615, 0.0005, -0.0014, -0.002
Si, 5.0163, 0.5972, 17.6699, 0.004, -0.0045, -0.0183
Si, 2.488, 5.4118, 14.0244, 0.0047, -0.001, -0.0318
Si, 10.557, 3.8634, 14.0495, 0.0021, -0.0001, -0.0331
Si, 8.2813, 2.3809, 15.2576, 0.0008, -0.016, -0.0322
Si, 9.5773, 2.2715, 20.3465, -0.0048, 0.0155, -0.0103
Si, 10.5105, 3.6511, 9.0744, 0.0017, 0.0006, 0.007
Si, 0.0371, 2.3223, 11.5641, 0.0008, -0.0005, -0.015
Si, 11.0198, 8.1272, 15.4085, -0.0037, 0.001, -0.0193
Si, 5.1691, 6.9274, 13.979, -0.0058, 0.0068, -0.0408
Si, 5.7497, 2.6154, 11.1144, 0.0025, 0.0027, -0.0114
P, 8.5774, 7.6492, 19.4116, 0.0104, -0.0227, 0.0001
Si, 8.1282, 4.8408, 20.6181, 0.01, 0.0447, 0
Si, 5.9095, 9.5829, 15.2068, 0.0165, -0.0005, -0.0333
Si, 2.0705, 7.6172, 20.3328, -0.0172, 0.0279, 0.0026
Si, 1.9274, 4.8786, 18.779, 0.0054, 0.0042, -0.0198
Si, 4.4985, 3.4599, 17.9915, 0.0052, -0.0087, -0.021
Si, 8.4995, 8.9834, 16.8506, 0.0021, -0.0041, -0.0053
Si, 0.8211, 9.4889, 13.3085, -0.0023, 0.0029, -0.03
Si, 9.913, 10.6571, 11.7161, 0.0011, -0.0071, -0.0127
Si, 5.3567, 3.7188, 20.9916, 0.0142, -0.0101, 0.0203
Si, 0.5855, 5.5122, 16.2615, -0.0015, 0.0078, -0.0276
Si, 10.784, 9.1521, 9.1465, -0.0026, 0.0015, 0.0049
Si, 6.5478, 8.8827, 21.298, 0.0155, 0.0185, 0.0335
Si, 7.1131, 7.1088, 11.4796, -0.0015, 0.0025, -0.018
Si, 2.6731, 0.7349, 12.225, -0.0021, -0.0011, -0.0203
Si, 10.8624, 8.6043, 21.0979, -0.0032, 0.0114, 0.0274
Si, 6.0461, 4.3302, 15.6203, 0.0003, -0.0073, -0.0291
Si, 7.0898, 0.4903, 12.9727, -0.0047, 0.0001, -0.0156
Si, 4.0592, 2.9806, 8.5909, -0.0042, -0.0017, 0.0134
Si, 0.8737, 6.7471, 11.9105, -0.0003, 0.0046, -0.0149
Si, 6.567, 9.0508, 9.076, 0.0052, 0.0022, 0.0103
Si, 0.6927, 3.2768, 21.1393, -0.0104, -0.0102, 0.0036
Si, 9.7815, 6.5182, 12.9089, 0.0015, 0.0029, -0.0282
Si, 7.7214, 4.5321, 9.7544, 0.0024, -0.0003, 0.0051
Si, 3.9419, 10.0601, 20.1629, 0.025, -0.0027, -0.0012
Si, 4.2605, 3.0348, 13.5262, -0.001, -0.0035, -0.0312
Si, 3.852, 10.0096, 9.7431, 0.0029, 0.0005, 0.0062
Si, 8.0374, 0.8072, 18.0478, 0.0022, -0.0223, -0.0248
O, 11.4975, 3.2404, 12.8936, -0.0017, 0.0013, 0.0135
O, 9.3456, 4.4675, 9.8946, -0.0015, -0.0001, -0.0019
O, 8.9025, 3.6727, 19.8367, 0.0026, -0.0109, 0.0268
O, 3.9991, -0.0247, 18.7861, -0.0014, 0.003, 0.0066
O, 11.322, 4.5293, 15.3179, -0.002, -0.0044, 0.0154
O, 9.8518, 9.8025, 10.322, -0.0019, 0.0021, 0.0039
O, 3.7705, 1.5258, 13.1489, 0.0006, 0.003, 0.013
O, 0.6241, 9.0766, 14.8816, -0.0006, -0.0055, 0.0192
O, 6.454, 0.982, 18.3793, 0.001, 0.0069, 0.0063
O, 4.7671, 3.1796, 19.584, -0.006, 0.0054, -0.0022
O, 6.2441, 1.181, 11.7548, 0.0019, -0.0052, 0.0083
O, 0.5339, 8.6314, 9.8893, 0.001, -0.0016, -0.0017
O, 5.6483, 4.3406, 17.2185, 0.0018, 0.0032, 0.0091
O, 8.4258, 7.2088, 12.4131, -0.0001, -0.0036, 0.0092
O, 4.4074, 2.6281, 10.1543, 0.001, 0.0025, -0.0008
O, 2.0691, 5.645, 15.5839, -0.0014, -0.0025, 0.0148
O, 3.3693, 0.0593, 10.9276, -0.0005, 0.0005, 0.0033
O, 5.8749, 7.2266, 12.537, -0.0033, -0.0013, 0.0175
O, 2.3117, 6.3346, 19.3873, -0.0018, -0.0052, 0.0068
O, 0.6436, 4.9349, 17.783, 0.001, -0.0022, 0.0137
O, 8.4194, 10.6976, 12.3732, -0.0032, 0.0013, 0.008
O, 5.4723, 10.0661, 9.7193, -0.001, -0.0008, -0.0037
O, 0.5006, 8.0619, 20.2156, 0.02, -0.0044, 0.008
O, 9.7709, 2.5999, 14.6909, -0.0023, 0.0014, 0.0185
O, 1.9922, 10.5984, 13.2385, -0.0029, -0.0031, 0.0126
O, 9.9522, 9.0769, 16.1879, 0.0067, -0.0076, 0.0061
O, 6.1786, 10.3374, 13.7896, 0.0064, -0.0008, 0.0231
O, 7.4569, 1.5949, 14.1105, -0.0011, 0.0005, 0.0111
O, 1.6663, 3.8954, 20.0234, 0.0006, 0.0005, 0.0025
O, 5.9324, 5.7952, 14.9035, 0.0043, -0.0013, 0.0197
O, 7.3223, 8.9315, 15.7656, -0.0105, 0.0053, 0.0152
O, 1.5156, 1.6829, 11.6209, -0.0005, -0.0006, 0.0037
O, 7.2055, 8.2848, 10.36, 0.0016, -0.0027, 0.0016
O, 4.3257, 2.0092, 17.2534, -0.0024, 0.0066, 0.0132
O, 7.0388, 3.1588, 10.2903, -0.0013, -0.001, -0.0012
O, 11.5397, 6.9982, 16.4477, 0.0002, 0.0056, 0.0045
O, 8.2844, 10.1485, 17.9206, 0.002, 0.0068, 0.0047
O, 3.2569, 8.5371, 10.1109, -0.0002, 0.0002, -0.0028
O, 7.5938, 3.8303, 15.5417, -0.001, 0.0034, 0.016
O, 3.1396, 4.3159, 17.8777, 0.0024, 0.001, 0.0129
O, 2.8983, 3.8827, 13.7083, -0.0005, 0.0029, 0.0125
O, 1.3355, 8.2018, 12.4743, -0.0021, 0.002, 0.0146
O, 1.2022, 5.6793, 13.0799, -0.0014, 0.0017, 0.0145
O, 4.9864, 8.2914, 14.8693, 0.0023, 0.0003, 0.0151
O, 11.1995, 2.3599, 20.3364, 0.0035, 0.003, 0.001
O, 10.9706, 9.9875, 12.7599, 0.0075, -0.0011, 0.0121
O, 5.2841, 3.5755, 12.363, -0.0017, 0.0001, 0.0115
O, 5.0931, 3.2053, 14.9141, 0.0021, 0.0044, 0.0182
O, 6.5143, 4.8039, 20.5, 0.022, -0.0051, 0.0107
O, 8.4006, 1.5335, 16.648, -0.0038, 0.0034, 0.0135
O, 10.4173, 1.2445, 11.4609, 0.0004, 0.001, 0.0045
O, 10.8653, 6.6292, 11.6909, -0.0028, -0.002, 0.0045
O, 3.1027, 8.7327, 19.7756, -0.0179, -0.0107, 0.0163
O, 1.7072, 6.4421, 10.5371, -0.0013, -0.0032, 0.0021
O, 7.236, 8.1211, 19.9842, -0.0094, 0.0014, -0.0115
O, 8.4808, 7.6128, 17.8655, -0.0095, 0.0093, 0.0091
O, 3.678, 6.42, 13.6229, 0.0033, -0.0002, 0.014
O, 9.5545, 4.9702, 13.3747, 0.0026, -0.0032, 0.0142
O, 5.5043, 9.8412, 20.5646, -0.0117, -0.0208, 0.0002
O, 10.2791, 7.3869, 14.1826, 0.0006, -0.0003, 0.0232
O, 8.8044, 6.199, 19.8773, -0.0281, -0.026, 0.0234
O, 7.0765, 5.704, 10.671, 0.0004, 0.0002, 0.0028
O, 5.2561, 10.545, 16.375, 0.0027, -0.0045, 0.0119
O, 9.0184, 1.1896, 19.2808, 0.0045, 0.023, 0.0136
O, 11.5851, 3.1651, 10.1818, 0.0013, -0.0013, 0.0016
O, 9.6918, 8.6208, 19.8637, 0.0089, -0.0005, 0.002

Results
free energy: -144754.893 eV
free energy less fixed offsets of O -568.88, P -755.39, Si -635.61 eV per atom: -1.243 eV

The program warned: the cutoff lies below the one the program advises for these potential files; the forces do not sum to zero within the program's tolerance; the exchange-correlation potential is rough where the density is thin.
